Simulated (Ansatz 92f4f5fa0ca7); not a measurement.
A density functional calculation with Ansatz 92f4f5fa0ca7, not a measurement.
Periodic cell of 215 atoms, Si132O82As1, from a study of silicon, its oxide and their interface. The atomic structure is a simulated model.
Doubt: the cutoff is far below the 930 eV that the study's wrapper takes by default for these files, so forces and energies are approximate.
This geometry differs little from another in the collection (a relaxation step or a small displacement).

Settings: functional PBE; potential files Ansatz PAW; basis plane waves; wave-function cutoff 580 eV; density cutoff ratio 5; exchange-correlation grid ratio 1; k mesh 1 x 1 x 1, Gamma-centred; self-consistency stop 5e-08 eV per atom in the density residual; occupations fixed; spin none; net charge +1 e, with a uniform compensating background and no finite-size correction.

Cell vectors (angstrom)
a 10.938 0 0
b 0 10.938 0
c 0 0 31.5432

Atoms: element, x, y, z (angstrom)
Si 10.4361 0.5759 24.3346
Si 6.0468 10.5038 24.1453
Si 2.1297 3.2469 24.0762
Si 8.7019 2.2567 24.3032
Si 0.503 5.0557 24.1603
Si 5.0554 5.8938 24.1865
Si 3.3967 7.6501 24.1565
Si 7.8325 8.8281 23.9837
Si 1.3431 1.4819 25.4514
Si 6.9216 1.2985 25.4984
Si 4.0258 4.1023 25.318
Si 9.6717 4.0935 25.4179
Si 1.5007 6.8141 25.3671
Si 6.8992 6.9482 25.2323
Si 4.234 9.5301 25.3425
Si 9.5273 9.6422 25.4306
Si 2.779 0.0067 26.6307
Si 8.2273 -0.028 26.9436
Si 0.0172 2.7651 26.9177
Si 5.4494 2.7357 26.6529
Si 2.7611 5.4368 26.8349
Si 8.227 5.523 26.6169
Si 0.0416 8.2121 26.6393
Si 5.559 8.1933 26.791
Si 4.1084 1.3691 28.0629
Si 9.5943 1.3693 28.2186
Si 1.3922 4.1185 28.2171
Si 6.8373 4.1324 28.0158
Si 4.1587 6.8195 28.1286
Si 9.5977 6.8504 28.0454
Si 1.392 9.5903 28.0384
Si 6.8544 9.5369 28.2202
Si 0.0486 -0.0213 29.5163
Si 5.4498 0.0112 29.4786
Si 2.7669 2.7107 29.5165
Si 8.1742 2.7708 29.4631
Si -0.0149 5.5017 29.4895
Si 5.5082 5.4477 29.4947
Si 2.7516 8.2116 29.4287
Si 8.2547 8.1626 29.5231
Si 1.3906 1.3583 30.8922
Si 6.8157 1.3823 30.8241
Si 4.1289 4.0872 30.8772
Si 9.5491 4.1201 30.8335
Si 1.3759 6.865 30.8156
Si 6.8717 6.7989 30.8839
Si 4.0886 9.5753 30.8273
Si 9.6061 9.5505 30.8875
Si 2.7511 -0.0301 0.7023
Si 8.1779 0.0094 0.6483
Si -0.0306 2.7499 0.6637
Si 5.486 2.7078 0.7049
Si 2.7068 5.4797 0.6508
Si 8.2205 5.4311 0.7274
Si 0.037 8.1705 0.7064
Si 5.4657 8.2124 0.6468
Si 4.1021 1.3434 2.0635
Si 9.5177 1.3822 2.0204
Si 1.3189 4.1355 2.0368
Si 6.8528 4.0481 2.0813
Si 4.0882 6.8501 2.0068
Si 9.6107 6.7956 2.0687
Si 1.3722 9.5649 2.0725
Si 6.8352 9.5557 2.0419
Si -0.0616 -0.0056 3.3498
Si 5.5075 0.0128 3.4575
Si 2.6898 2.7344 3.3443
Si 8.1893 2.6836 3.5092
Si -0.0176 5.4529 3.5252
Si 5.4468 5.4606 3.3355
Si 2.7057 8.1538 3.4535
Si 8.2322 8.1807 3.3773
Si 1.2715 1.3846 4.6466
Si 6.8459 1.3034 4.9507
Si 4.0539 4.1153 4.6411
Si 9.5315 4.0552 4.9173
Si 1.3475 6.8517 4.9258
Si 6.8474 6.7879 4.6582
As 4.1053 9.558 4.9126
Si 9.5688 9.5638 4.7502
Si 2.5638 0.0849 6.1265
Si 8.235 -0.1357 6.2816
Si -0.0218 2.6449 6.2117
Si 5.3716 2.7738 6.0755
Si 2.747 5.4129 6.1517
Si 8.0873 5.4328 6.1854
Si -0.0145 8.2902 6.2406
Si 5.6082 8.0959 6.1845
Si 3.4834 1.9531 7.2038
Si 10.0221 0.8321 7.4916
Si 1.7578 3.6514 7.3738
Si 6.2102 4.5232 7.4006
Si 4.6138 6.2908 7.2854
Si 9.1573 7.1765 7.341
Si 0.8769 10.1299 7.5525
Si 7.4253 8.9039 7.5233
O 4.5649 6.6017 8.9006
O 1.374 3.9795 8.9506
O 9.7414 6.5401 8.7496
O 1.3066 10.0983 9.163
O 6.0713 4.2093 9.0277
O 3.7078 1.5977 8.7788
O 7.1456 8.9694 9.1587
O 9.6466 1.0687 9.084
O 8.243 2.5354 22.7487
O 10.9953 5.553 22.6478
O 5.6292 0.0945 22.6435
O 5.288 5.4005 22.6272
O 2.1502 2.8027 22.4783
O 3.3312 7.8601 22.5114
O 8.3797 8.7488 22.411
O -0.1675 11.2348 22.7525
Si 2.1585 2.9728 12.8995
Si 8.6836 1.3079 10.3799
Si 1.0663 4.5022 15.3515
Si 7.545 5.5796 12.2113
Si 2.4146 8.1862 21.2071
Si 5.4097 7.7823 12.488
Si 9.2659 0.4529 15.5086
Si 2.9145 -0.0368 16.6636
Si 10.4746 1.1562 12.6166
Si 7.7657 2.8321 21.2327
Si 9.127 8.7835 14.4712
Si 1.4652 4.7765 10.3781
Si 4.4854 9.4868 19.1354
Si 11.0747 6.1016 21.1135
Si 6.6155 10.449 14.8523
Si 5.3898 0.7335 21.1712
Si 2.3472 9.7983 10.406
Si 0.4306 10.6357 21.3826
Si 5.854 5.254 21.1174
Si 3.6334 7.0824 10.1282
Si 9.0449 5.6828 14.8473
Si 3.6584 4.0821 19.0889
Si 10.0312 3.6663 19.3203
Si 4.2543 8.6706 15.3716
Si 0.4566 1.9215 17.1616
Si 6.7942 7.5354 19.2428
Si 5.2582 3.6249 16.7416
Si 7.7826 5.0122 17.5269
Si 6.6625 9.9231 10.4009
Si 4.3822 1.0446 10.1268
Si -0.0363 9.0894 11.9146
Si 9.103 8.6347 20.9337
Si 4.5577 1.6679 14.5836
Si 2.4473 2.0841 21.0413
Si 6.3335 3.3343 10.3855
Si 3.4319 5.9174 16.7349
Si 9.8742 6.5391 10.3713
O 0.125 2.6336 18.5889
O 2.9233 9.6351 15.5882
O 10.8613 4.809 20.1466
O 7.5797 2.4012 9.9341
O 10.9187 5.3448 10.8143
O 6.5894 6.7277 12.8737
O 10.3201 8.0635 10.7837
O 7.6637 9.4546 14.0039
O 8.4048 6.2171 10.9817
O 5.3603 10.4839 20.0746
O 2.1661 3.736 11.4349
O 7.977 8.5472 19.7539
O 6.2076 6.7311 20.5423
O 5.5132 2.7172 15.4099
O 1.3045 0.9286 20.7001
O 6.0485 9.0447 11.633
O 4.6183 4.9903 16.1114
O 6.5936 3.9052 17.6393
O 10.5383 10.6708 11.8103
O 5.5825 0.4977 13.9914
O 8.0176 5.0854 15.9306
O 9.7309 9.8134 15.5939
O -0.3955 5.1505 15.1313
O 1.5722 6.8376 20.8057
O 1.5024 0.6404 17.1837
O 6.5967 1.7719 20.8088
O 1.0186 1.7924 12.8396
O 3.2429 5.4961 18.3272
O 9.5342 2.0131 11.5891
O 1.019 3.0995 16.182
O 8.588 5.1394 13.3785
O 10.273 8.582 13.3178
O 1.4452 9.4021 21.6865
O 10.0793 9.9383 20.6078
O 3.1783 0.2057 10.8878
O 5.0762 2.3576 10.8372
O 1.7406 4.159 13.9175
O 7.9201 10.8656 10.8661
O 9.1336 4.4723 18.2317
O 5.6355 9.499 15.775
O 5.5326 -0.038 9.7564
O 3.5983 2.3119 13.3945
O 1.9784 5.6495 16.0527
O 9.7146 1.0375 14.0445
O 4.3883 6.9368 11.5447
O 4.7581 4.4823 20.2124
O 9.9546 1.3451 16.6539
O 6.6719 4.3142 11.6454
O 5.5833 8.408 18.5761
O 9.075 2.7376 20.2684
O 3.6022 1.1355 15.782
O 4.214 3.0756 17.9001
O 9.9176 7.2225 20.8957
O 3.3504 8.6586 9.8206
O 3.9345 7.4275 16.382
O 7.6319 0.4831 15.7038
O 8.9216 7.2953 15.0466
O 3.931 1.4378 21.152
O 1.594 9.1261 11.7036
O 2.3144 6.1499 10.1694
O 7.3489 6.4626 18.1419
O 7.2201 4.3657 21.1292
O 4.5425 8.2379 13.8035
O 3.3326 8.666 19.9586
O 2.4931 3.2389 19.8732
O 3.7457 10.3716 17.9742

Results
free energy: -135411.017 eV
free energy less fixed offsets of As -4856.12, O -568.88, Si -635.61 eV per atom: -6.217 eV

Forces (eV/angstrom), in the order of the atoms: element, x, y, z
Si -0.0207 -0.0024 0.0245
Si -0.0028 -0.0359 0.026
Si -0.0017 0.0261 0.025
Si 0.0285 -0.0035 0.0225
Si 0.0053 -0.0253 0.0227
Si -0.0209 0.0115 0.0213
Si 0.0198 -0.0057 0.0283
Si -0.0245 0.0174 0.0266
Si -0.0173 -0.0032 -0.0126
Si 0.0107 -0.0015 -0.0069
Si 0.0069 0.0019 -0.0089
Si -0.0048 -0.0031 -0.0057
Si 0.005 0.0002 -0.012
Si -0.0025 -0.0092 -0.0084
Si 0.0074 -0.0031 -0.0136
Si 0.0114 0.0095 -0.0144
Si 0.009 -0.008 0.0563
Si -0.0015 0.0044 -0.1533
Si 0.0003 0.0113 -0.1481
Si -0.0057 0.0023 0.049
Si -0.0031 -0.0002 -0.1006
Si -0.0006 -0.0041 0.051
Si -0.0135 -0.0138 0.0523
Si -0.01 0.0031 -0.0769
Si 0.0041 -0.0098 -0.0177
Si 0.0092 0.0012 0.1988
Si 0.0198 0.031 0.1878
Si -0.0009 0.0164 -0.06
Si 0.0472 -0.0044 0.0822
Si 0.0133 0.0006 -0.0271
Si 0.0138 0.0035 -0.0532
Si -0.0407 -0.0447 0.1841
Si -0.0098 0.0143 -0.0078
Si -0.0087 -0.0064 -0.0349
Si -0.0045 0.0007 -0.0302
Si 0.0093 -0.0068 -0.0063
Si -0.0046 0.0007 -0.0371
Si -0.0045 0.0029 -0.0039
Si -0.0153 0.026 0.0111
Si -0.0033 0.0084 -0.0282
Si -0.0013 0.011 0.0187
Si 0.007 -0.0197 -0.0028
Si -0.0105 0.0061 0.0053
Si 0.0215 -0.0067 0.0124
Si 0.0022 -0.0254 -0.0052
Si -0.0054 0.021 0.0187
Si 0.0249 -0.0013 0.0067
Si -0.017 -0.0041 0.0011
Si -0.02 0.0004 -0.0125
Si 0.017 0.0018 0.0121
Si -0.0098 -0.0108 -0.0021
Si -0.0046 0.0126 -0.0027
Si 0.0111 0.0021 0.011
Si -0.0077 0.0034 -0.0134
Si -0.0063 0.0253 -0.0006
Si -0.0055 -0.0187 0.001
Si -0.0095 -0.0062 0.0263
Si 0.0407 -0.0215 0.0382
Si 0.0166 -0.0329 0.0053
Si -0.0082 0.0218 0.032
Si 0.0417 -0.0052 0.0416
Si -0.0301 0.0084 0.0121
Si 0.0217 -0.0051 0.0444
Si -0.0123 -0.0052 0.0047
Si -0.0831 -0.0238 -0.1679
Si 0.0362 0.0249 0.0017
Si -0.0267 -0.0044 -0.1918
Si 0.0062 -0.0238 0.0058
Si -0.0035 0.0037 0.036
Si -0.0237 0.0365 -0.2052
Si -0.0396 -0.0205 -0.0186
Si 0.0503 0.0279 -0.1115
Si 0.0239 -0.0166 0.1277
Si 0.0006 0.0049 -0.0527
Si 0.0246 0.0053 0.1492
Si -0.0004 0.0109 -0.064
Si 0.0101 0.0215 -0.0413
Si -0.0209 -0.0083 0.1105
As -0.0208 -0.0092 -0.0916
Si 0.0104 0.0059 0.0552
Si -0.0679 0.0598 0.09
Si -0.0029 -0.0195 0.0176
Si 0.0078 -0.0231 0.0166
Si -0.0217 0.018 0.0322
Si -0.0082 -0.0105 0.0017
Si -0.0022 0.0471 0.0403
Si -0.0262 0.0144 0.0361
Si 0.0813 -0.0449 0.0796
Si 0.0274 -0.0096 -0.0627
Si 0.0242 -0.0426 -0.0355
Si 0.0179 0.0015 -0.0415
Si -0.0111 -0.0019 -0.0806
Si 0.0233 -0.0111 -0.0351
Si -0.0147 0.0304 -0.0518
Si -0.0189 0.0192 -0.1013
Si 0.0225 -0.0345 -0.0793
O -0.0127 0.0135 0.0235
O -0.0105 0.0123 0.0266
O 0.0163 -0.0192 0.0589
O 0.0397 -0.0034 0.0722
O -0.0018 -0.0148 0.057
O 0.0204 -0.0187 0.0659
O -0.0223 0.0183 0.06
O -0.0208 0.0179 0.0343
O -0.0204 0.0115 -0.0157
O -0.0083 0.02 -0.0162
O -0.0135 0.027 -0.0182
O 0.0195 -0.0151 -0.0266
O 0.0086 -0.0246 -0.0292
O -0.0194 0.0128 -0.0296
O 0.0251 -0.0093 -0.0275
O 0.0222 -0.0155 -0.027
Si -0.0112 -0.0021 0.0447
Si -0.001 -0.0041 0.0174
Si 0.0039 -0.0041 0.0226
Si -0.0019 -0.0027 0.0439
Si 0.0034 -0.0154 -0.0117
Si 0.007 -0.0026 0.0442
Si 0.007 0.0059 0.0158
Si 0.0052 0.0019 0.021
Si -0.0003 0.0011 0.0481
Si -0.0034 -0.0117 -0.0235
Si 0.0062 -0.0084 0.0295
Si -0.0173 0.0019 0.0249
Si 0.0024 0.0004 -0.0073
Si 0.004 0.0093 -0.019
Si 0.0057 -0.0012 0.0344
Si 0.0113 -0.006 -0.0236
Si -0.0153 0.0218 0.0207
Si -0.0112 0.0059 -0.0243
Si -0.0015 0.0065 -0.0054
Si -0.0005 -0.011 0.0317
Si -0.0046 -0.0034 0.0258
Si 0.0006 -0.0093 0.0005
Si -0.0047 0.0064 -0.0124
Si -0.0003 0.002 0.0235
Si -0.0054 -0.0007 0.0065
Si 0.0032 0.0048 -0.0134
Si 0.0014 -0.0013 0.0092
Si 0.0059 0.0102 0.0034
Si 0.0018 -0.0066 0.0083
Si -0.0038 0.0058 0.0141
Si -0.0008 -0.0101 0.0409
Si 0.0044 0.0044 -0.018
Si -0.0075 0.0032 0.0298
Si -0.0107 -0.0036 -0.0109
Si 0.015 0.0117 0.0191
Si -0.001 -0.0015 0.0098
Si 0.0068 -0.0057 0.0046
O 0.0088 -0.0089 0.0024
O 0.0001 -0.0028 -0.0166
O -0.0059 -0.0173 0.0063
O -0.001 0.0013 -0.0105
O 0.0049 -0.0045 -0.0222
O -0.0044 0.0054 -0.0252
O 0.0101 0.0192 -0.0148
O -0.005 0 -0.0224
O -0.0138 -0.0062 -0.0192
O -0.0064 -0.0149 0.0065
O 0.0102 -0.0169 -0.0115
O -0.0136 -0.0041 0.0048
O 0.0031 0.0059 0.0109
O -0.0017 -0.0008 -0.0125
O 0.0044 0.0034 0.0178
O -0.0145 -0.0087 -0.0144
O -0.0016 0.0021 -0.0063
O -0.0048 -0.0047 0.0027
O -0.0069 0.0074 -0.0275
O -0.0002 0.0015 -0.0213
O 0.0014 -0.0014 -0.0128
O -0.0011 -0.0016 -0.009
O 0.0024 0.0003 -0.013
O -0.0005 -0.0018 0.0179
O 0.0019 0.0002 -0.0016
O 0.0004 0.0043 0.021
O 0.0017 -0.0013 -0.0256
O 0.0006 0.0076 -0.0008
O 0.0096 0.0043 -0.0175
O 0.0011 0.0054 -0.0085
O 0.0032 0.0003 -0.0142
O -0.0087 0.0034 -0.0088
O 0.0001 0.0012 0.017
O -0.0041 -0.0035 0.0178
O -0.0024 0.0022 -0.0233
O -0.0089 -0.0088 -0.0306
O -0.0037 0.004 -0.0132
O 0.0005 0.0088 -0.0271
O -0.0087 0.0043 0.0005
O 0.0027 0.0004 -0.0078
O -0.0065 0.0134 -0.0188
O 0.0037 -0.0021 -0.0197
O -0.0033 -0.0021 -0.0131
O -0.0035 -0.0032 -0.0089
O 0.0118 0.0013 -0.0114
O -0.0157 -0.0066 0.0033
O -0.0038 -0.0036 -0.0013
O 0.0021 0.0071 -0.02
O -0.0025 0.0004 0.0071
O 0.0136 0.0047 0.0072
O 0.0014 -0.0021 -0.011
O 0.0067 0.0032 -0.0051
O -0.0006 -0.0008 0.0198
O -0.0005 -0.0035 -0.0214
O -0.001 -0.0009 -0.0093
O -0.003 -0.0026 -0.0091
O -0.0023 0.0056 -0.0103
O 0.0016 0.0028 0.0214
O -0.0085 -0.0072 -0.0162
O 0.0073 0.0021 -0.0243
O 0.0025 -0.014 -0.0009
O -0.0024 0.0025 0.0194
O -0.0049 0.0028 -0.0159
O 0.0146 0.0086 0.0016
O 0.0063 0.018 0.0003
O -0.0116 0.0056 -0.0125

The program warned: the cutoff lies below the one the program advises for these potential files; the exchange-correlation potential is rough where the density is thin.
